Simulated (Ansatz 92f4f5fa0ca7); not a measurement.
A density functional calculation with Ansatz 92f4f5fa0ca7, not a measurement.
Periodic cell of 256 atoms, Si144O112, from a study of silicon, its oxide and their interface. The atomic structure is a simulated model.
Doubt: the cutoff is far below the 930 eV that the study's wrapper takes by default for these files, so forces and energies are approximate.

Settings: functional PBE; potential files Ansatz PAW; basis plane waves; wave-function cutoff 580 eV; density cutoff ratio 5; exchange-correlation grid ratio 1; k mesh 1 x 1 x 1, Gamma-centred; self-consistency stop 5e-08 eV per atom in the density residual; occupations fixed; spin none; net charge 0.

Cell vectors (angstrom)
a  10.938  0  0
b  0  10.938  0
c  5.3342  4.8172  36.1433

Atoms and the computed forces on them: element, x, y, z (angstrom), force x, y, z (eV/angstrom)
Si  7.0056  3.0605  28.6457  0.0017  0.0028  0.0454
Si  9.6533  5.8918  28.7697  0.0001  -0.0034  0.0236
Si  6.5525  9.0917  28.7145  0.0035  -0.0103  0.0312
Si  9.198  0.7864  28.7867  0.0216  -0.0039  0.0389
Si  0.9595  3.6665  28.6934  -0.0154  0.007  0.0194
Si  3.684  6.4315  28.5371  -0.0003  0.0125  0.0358
Si  12.3922  8.7041  28.6663  -0.007  -0.0074  0.0144
Si  4.2559  0.3348  28.6709  0.0102  -0.004  0.0429
Si  8.0547  4.7164  30.0007  -0.0144  0.0124  0.0109
Si  10.8142  7.5329  29.9907  -0.0115  0.0105  0.0171
Si  8.0305  -0.6997  30.1263  0.0093  -0.0095  0.0101
Si  10.8153  2.0218  29.9919  0.0105  -0.004  0.0042
Si  2.6044  4.8188  29.9246  0.0093  -0.0113  0.0113
Si  5.3246  7.485  29.9212  0.0034  -0.0148  0.0148
Si  13.5746  10.2233  30.0151  -0.0096  0.0157  0.0111
Si  5.334  2.0204  29.9449  -0.0052  0.0105  0.0134
Si  6.7035  6.1507  31.3251  0  -0.0113  -0.0031
Si  9.4635  8.886  31.3819  -0.0017  -0.0004  -0.0073
Si  6.6792  0.7217  31.408  -0.0097  0.0051  -0.0036
Si  9.4565  3.4022  31.3804  0.0052  0.0034  0.0067
Si  12.1952  6.1744  31.3599  -0.0048  0.0036  0.0037
Si  14.9465  8.8659  31.3685  -0.0048  0.0017  0.0075
Si  12.2064  11.6274  31.3503  0.0002  -0.0036  -0.0024
Si  3.9769  3.442  31.3042  0.006  -0.0031  0.0022
Si  5.3342  4.8172  32.7251  -0.044  -0.099  -0.2151
Si  8.0687  7.5517  32.7251  -0.0688  -0.2517  -0.0966
Si  5.3342  10.2862  32.7251  -0.1083  -0.1446  0.2805
Si  8.0687  2.0827  32.7251  -0.0123  -0.0459  0.3375
Si  10.8032  4.8172  32.7251  0.0895  -0.0402  0.0067
Si  13.5377  7.5517  32.7251  0.1026  -0.1102  0.1551
Si  10.8032  10.2862  32.7251  0.1636  0  0.011
Si  13.5377  2.0827  32.7251  0.1252  0.0636  -0.2074
Si  1.3673  -1.3673  3.418  0.2472  -0.0353  0.0385
Si  4.1018  1.3673  3.418  0.0276  -0.0354  -0.1471
Si  1.3673  4.1018  3.418  -0.0413  0.1509  0.3276
Si  4.1018  -4.1018  3.418  -0.7062  0.0556  -0.0202
Si  6.8362  -1.3673  3.418  -0.0408  0.1684  0.0122
Si  -1.3673  1.3673  3.418  -0.1021  0.3117  -0.0443
Si  6.8362  4.1018  3.418  0.1578  -0.0226  -0.3051
Si  -1.3673  6.8362  3.418  0.1873  0.101  -0.3294
Si  2.7801  -0.0142  4.7974  -0.0116  -0.0073  0.018
Si  5.4165  2.803  4.7498  0.0039  0.0024  0.0027
Si  2.6699  5.5204  4.8618  0.0024  -0.0188  -0.0091
Si  5.3842  -2.6795  4.7361  0.0069  -0.004  0.022
Si  -2.7397  0.0417  4.7806  0.0187  -0.0087  0.0036
Si  -0.0303  2.7714  4.8137  0.0196  0.0046  0.017
Si  8.2801  5.427  4.7344  -0.0377  0.0087  0.011
Si  -0.0264  -2.7041  4.7783  0.0162  0.0455  0.0162
Si  1.365  1.3839  6.0839  -0.0147  0.0222  0.0228
Si  4.073  4.1509  6.1992  -0.0025  -0.0041  0.0519
Si  1.275  -4.0141  6.2725  -0.0694  -0.0409  0.0674
Si  4.1686  -1.3371  6.277  0.0142  -0.0197  -0.0096
Si  -4.0677  1.5079  6.067  0.0087  0.02  0.017
Si  -1.2724  4.2079  6.2802  0.0023  -0.0614  -0.0049
Si  6.7747  -4.1335  5.8535  0.008  0.0255  0.0146
Si  -1.3242  -1.269  6.1461  -0.0646  -0.0774  0.0658
Si  0.3326  -0.1655  7.5017  -0.0259  0.0009  -0.1011
Si  2.8516  2.5523  7.4652  0.0372  0.0113  -0.1232
Si  -0.4505  -4.9506  7.7625  0.2463  -0.0324  -0.1956
Si  2.5048  -2.4724  7.542  0.0175  -0.0138  -0.0006
Si  5.2934  0.4579  7.4184  -0.0166  -0.0063  -0.0049
Si  -2.9218  3.0675  7.4541  -0.0235  -0.0233  -0.0871
Si  5.7904  5.3083  7.3509  -0.0449  -0.0241  -0.1187
Si  -2.7577  -2.8467  7.1217  -0.0543  0.1573  -0.1897
Si  6.7014  3.45  34.0923  0.0182  -0.0016  -0.0046
Si  9.4359  6.1845  34.0923  -0.0682  -0.0276  -0.0153
Si  6.7014  8.919  34.0923  -0.0221  0.0277  -0.0014
Si  9.4359  11.6535  34.0923  -0.0515  0.0014  -0.0045
Si  12.1704  3.45  34.0923  -0.0126  0.023  -0.0197
Si  3.9669  6.1845  34.0923  -0.0777  0.0004  -0.0068
Si  12.1704  8.919  34.0923  0.0035  0.0319  -0.0088
Si  14.9049  11.6535  34.0923  -0.0452  -0.0175  -0.0056
Si  8.0687  4.8172  35.4596  0.021  0  -0.0045
Si  10.8032  7.5517  35.4596  0.0345  -0.0142  -0.0208
Si  8.0687  10.2862  35.4596  0.0447  -0.0013  -0.0112
Si  10.8032  2.0827  35.4596  0.0268  -0.0107  -0.0318
Si  2.5997  4.8172  35.4596  0.0185  0.0037  -0.0163
Si  5.3342  7.5517  35.4596  0.0191  -0.0348  -0.024
Si  13.5377  10.2862  35.4596  -0.0093  0.0039  -0.0073
Si  5.3342  2.0827  35.4596  0.0218  -0.0467  -0.0199
Si  1.3673  1.3673  0.6835  -0.023  0.0423  0.011
Si  4.1018  4.1018  0.6835  -0.0189  -0.0086  0.0376
Si  1.3673  6.8362  0.6835  -0.0012  0.0216  -0.0092
Si  4.1018  -1.3673  0.6835  -0.0119  -0.0223  0.0372
Si  6.8362  1.3673  0.6835  0.0139  -0.0155  -0.0093
Si  -1.3673  4.1018  0.6835  -0.0241  0.023  0.0373
Si  6.8362  -4.1018  0.6835  -0.0695  0.0621  0.0072
Si  -1.3673  -1.3673  0.6835  -0.0463  0.0046  0.0296
Si  0  0  2.0507  0.0974  0.0554  0.052
Si  2.7345  2.7345  2.0507  0.0299  -0.058  0.047
Si  0  5.469  2.0507  0.0753  0.1032  -0.0263
Si  2.7345  -2.7345  2.0507  -0.0535  -0.11  -0.0569
Si  5.469  0  2.0507  0.0885  0.1106  -0.0271
Si  8.2035  2.7345  2.0507  -0.0817  -0.0793  -0.0501
Si  5.469  5.469  2.0507  0.1214  0.0376  0.0519
Si  8.2035  -2.7345  2.0507  0.0125  -0.0637  0.0325
Si  12.986  1.4492  21.925  -0.002  -0.001  0.001
Si  0.093  14.0719  23.3236  0.0035  -0.0039  0.0013
Si  13.3489  4.4715  21.973  0.0024  -0.0007  0.0038
Si  -2.7586  1.5247  19.3079  -0.0003  0.001  0.0051
Si  7.8728  2.7231  23.1402  -0.0076  0.0058  -0.0023
Si  0.8349  -2.954  15.3194  0.0035  -0.0004  -0.0129
Si  8.28  1.4267  16.2214  0.0026  0.0012  0.009
Si  3.9865  -5.7007  19.5955  -0.0038  0.0014  0.0026
Si  -0.7409  7.3  10.4923  0.0177  -0.0284  0.0039
Si  0.3546  5.1165  14.7868  -0.0042  0.0013  -0.0007
Si  4.0823  -4.3336  9.6077  -0.0047  0.0056  -0.0021
Si  8.6297  3.9939  14.4566  -0.0046  0.0053  0.0055
Si  -3.0273  -2.884  12.2825  -0.0042  0.0077  -0.0003
Si  0.8789  -1.8528  12.2764  0.0016  -0.0146  0.0001
Si  -0.1101  1.0512  12.1996  -0.0176  0.0019  -0.0055
Si  4.6304  4.5897  16.7645  -0.0024  -0.0016  0.0077
Si  5.3702  1.3505  10.2203  0.0132  0.0191  -0.0169
Si  4.0958  -3.8515  23.0566  0.0113  -0.009  0.0073
Si  3.9837  -0.4333  16.9361  -0.0036  -0.0081  0.0057
Si  7.8774  7.2644  26.5318  -0.0059  -0.0077  -0.0226
Si  10.8718  0.3122  19.9648  -0.0003  0  0.0096
Si  5.9979  10.2948  18.962  0.0008  0  0.0131
Si  13.5238  2.0131  12.6474  0.012  0.0135  -0.0053
Si  9.4329  1.2365  9.5787  -0.0026  -0.0083  0.0097
Si  7.9249  -0.6621  14.3331  -0.0008  -0.0063  -0.002
Si  3.7472  10.3908  12.008  0.006  -0.0053  -0.004
Si  14.8445  1.0538  25.6601  -0.0076  0.0088  0.0055
Si  -0.0731  -0.5035  26.4824  0.0045  -0.002  -0.0101
Si  12.2577  2.3349  25.8633  -0.0026  -0.0101  0.0177
Si  -2.7466  -1.5915  9.6741  0.0067  0.0286  -0.0038
Si  8.1394  6.629  19.5432  0.0059  -0.0074  0.0085
Si  11.6626  13.1457  14.9231  -0.0018  -0.0012  0.0039
Si  3.3819  3.5875  10.152  -0.0024  0.0134  -0.0174
Si  3.9819  -0.7766  23.2326  -0.0007  0.0015  0.0012
Si  6.9021  4.1105  20.6054  0.0029  0.0016  0.0008
Si  7.3728  5.9341  16.6978  0.0035  -0.0008  0.0014
Si  5.1531  5.8722  25.74  0.0013  -0.005  0.0077
Si  6.2317  8.8563  16.4239  -0.0008  -0.0048  0.004
Si  6.8383  -8.9476  12.9614  -0.0065  -0.001  -0.0175
Si  11.8042  -0.3303  16.9794  0.0012  -0.0028  0.0073
Si  4.9998  7.7137  12.4461  -0.0067  -0.0133  -0.0241
Si  9.3222  -2.0314  21.3451  0.009  -0.0034  0.0077
Si  7.1844  10.534  22.7847  -0.0021  -0.0017  0.0008
Si  6.1372  3.1468  25.6131  -0.0089  0.0135  0.0054
Si  3.0706  6.3535  14.627  0.0061  0.0023  -0.0027
Si  5.3161  7.709  20.3362  -0.002  0.0033  0.0026
Si  9.1571  -2.0029  24.3167  0.012  -0.017  0.011
Si  5.2287  1.8207  15.4861  -0.0057  0.0048  0.0003
O  7.3519  -2.1552  8.3895  -0.0231  0.0311  0.0926
O  3.5123  0.716  12.9975  -0.0097  0.0031  -0.0023
O  7.5795  1.1773  22.7007  -0.0015  0.001  0.0038
O  6.863  9.4885  17.8044  -0.0047  -0.0001  -0.0093
O  6.6577  6.2613  26.2008  -0.0123  0.0043  0.0091
O  -1.8468  -4.1165  7.6208  0.0277  -0.0065  0.0219
O  13.4886  7.5753  28.1721  0.0097  0.0006  -0.0274
O  6.881  4.1901  7.8999  0.0244  0.003  0.0687
O  3.056  -3.2972  8.8702  0.0142  -0.0185  0.0069
O  11.0458  -0.0831  18.3899  0.0034  -0.0012  -0.0036
O  5.173  4.3664  25.1028  0.0116  -0.0082  0.0147
O  4.5543  3.0641  16.2561  0.003  -0.0049  -0.0017
O  12.2595  1.0227  20.4973  0.001  -0.0007  0
O  2.337  3.0552  8.977  0.0007  0.0165  0.1161
O  12.4983  3.0706  27.2912  0.0003  -0.0167  -0.0347
O  -1.1858  1.651  11.1304  0.0062  -0.003  0.0097
O  9.6334  -0.0776  27.4573  0.0076  -0.0148  -0.0283
O  11.2816  -1.7472  16.3072  0.0021  -0.0012  -0.0021
O  5.4331  10.2006  28.2229  0.0009  0.0031  -0.0308
O  5.3203  -4.7138  8.6271  -0.0096  0.015  0.0399
O  4.1928  5.9032  27.0615  0.021  -0.0137  -0.0588
O  6.5526  7.3054  12.8149  -0.008  0.0013  -0.001
O  9.001  6.5051  27.4076  -0.007  0.0033  -0.0093
O  3.4342  8.6095  23.053  -0.0055  0.0018  0.0028
O  1.4165  -1.308  8.0392  0.012  -0.0092  0.051
O  8.4194  -0.0132  9.5649  0.0153  -0.0024  -0.006
O  -0.1543  0.7397  8.7992  -0.0234  0.0086  0.0245
O  16.2252  7.2442  21.9169  -0.0044  -0.0002  -0.0024
O  13.9798  0.228  22.3431  0.0038  -0.0037  0.0004
O  11.4524  3.695  15.6429  0.0029  -0.0032  0.0011
O  11.2933  3.2773  24.9369  -0.0089  0.0057  -0.0016
O  9.4475  3.1254  22.974  -0.001  -0.0014  0.0015
O  7.3087  8.5608  27.3475  0.0096  -0.0079  -0.0226
O  -0.2787  6.0931  9.4477  -0.0397  0.0411  0.1805
O  11.6374  0.8491  26.0602  0.0038  0.0164  0.0106
O  6.1502  4.9857  17.2208  -0.0035  0.0001  -0.0045
O  -0.3007  1.6874  13.7063  0.0024  -0.0046  0
O  -6.1601  0.1725  18.2374  0.0005  -0.001  -0.0058
O  -2.2358  2.4877  8.8433  0.0211  -0.0133  0.0426
O  0.57  -3.1213  11.2983  0.0011  0.0187  0.0112
O  4.6926  -3.5959  10.9024  0.0088  0.0125  0.034
O  3.8845  1.2824  7.6496  -0.0051  0.0038  0.0067
O  6.9392  3.648  22.1681  0.0053  -0.0099  0.0075
O  15.5476  9.0211  16.5861  -0.0018  -0.0034  0.0012
O  -0.0162  6.5622  15.5294  0.0048  0.0012  -0.0016
O  2.6198  -6.0786  20.404  -0.0016  -0.0033  0.0043
O  3.5918  0.7924  27.239  -0.0063  0.0121  -0.0491
O  6.6583  1.4664  16.1754  0.0051  0.0001  0.0001
O  10.5115  -1.0486  20.8057  -0.005  -0.0054  -0.0031
O  3.3637  5.2077  10.0464  0.0041  -0.0018  -0.0056
O  7.0408  0.3966  19.6306  0.0024  0.0016  -0.0039
O  9.5677  1.3074  20.1522  -0.0032  -0.0004  -0.0044
O  -0.9367  4.6856  13.8418  0.0002  -0.0013  -0.0016
O  8.16  1.9497  28.2613  -0.0065  0.0029  -0.0295
O  6.4199  1.7549  11.4079  0.0025  0.0028  0.0122
O  8.5424  -1.9293  13.4806  0.0028  -0.0026  0
O  -3.5243  -1.908  11.0612  0.0026  -0.0128  0.0118
O  2.1376  2.4811  14.1353  -0.0012  -0.001  0.0013
O  4.2122  11.506  15.6716  0.0003  0.0009  0.0027
O  11.7974  4.3658  22.5218  -0.0023  0.001  -0.0023
O  5.3819  1.7118  25.47  -0.0033  0.0061  0.0041
O  12.3021  1.4984  11.6998  0.0077  -0.0022  -0.0006
O  9.7267  -2.5209  22.8637  0.0016  -0.0005  -0.0071
O  7.9806  5.1953  15.3713  0.0049  -0.0066  -0.0015
O  3.6991  -6.2168  18.085  0.0042  -0.0017  -0.0025
O  8.6974  1.4783  17.7704  -0.0047  -0.0013  -0.0013
O  -0.1676  -0.5886  12.149  0.0073  -0.0011  -0.0014
O  7.5941  0.5888  13.339  0.0016  -0.0051  0.0076
O  -1.2847  -2.3372  9.6514  -0.0207  -0.0062  -0.0176
O  2.4325  -0.5726  17.297  -0.0044  0.0021  -0.0046
O  3.944  6.9182  13.3838  0.0021  0.0023  0.0025
O  6.4627  3.5246  27.1676  -0.0141  -0.0042  -0.0567
O  7.4775  3.027  24.6949  -0.0007  -0.0062  -0.0003
O  17.5448  9.6929  15.0813  0.0072  0.0025  -0.0034
O  6.0176  0.6235  8.9079  0.0058  0.0033  0.0386
O  -1.7498  7.6744  20.2544  -0.0043  0.0008  -0.0011
O  10.3382  -1.2415  25.1366  -0.012  -0.01  -0.0096
O  2.7801  2.1295  25.1492  0.0098  -0.0065  0.006
O  9.0186  -3.9362  11.6415  -0.0139  0.007  0.0074
O  11.6755  -2.3866  13.7969  0.0026  -0.0035  0.0072
O  4.8352  -1.5977  12.616  -0.0026  -0.0039  -0.0024
O  6.6717  7.2915  19.5749  -0.002  -0.0014  -0.0001
O  4.0949  5.5282  15.5627  -0.0013  0.001  0.0001
O  12.7437  5.4368  14.0607  0.0015  0.0015  0.0013
O  5.5635  -0.6135  22.803  -0.0007  -0.0008  0.0028
O  7.7495  3.3517  13.2171  0.001  -0.0022  -0.0004
O  8.4161  6.2244  17.9542  -0.005  -0.0005  -0.0006
O  3.1695  3.2375  11.7433  -0.007  -0.0231  0.0192
O  -5.4144  2.1959  13.9222  0.0058  -0.0014  0.0021
O  8.0276  5.2885  20.4536  -0.0019  -0.0015  -0.0028
O  2.409  7.5642  15.5184  -0.012  0.0002  0.0007
O  8.6164  7.6542  25.1455  0.0101  0.0157  -0.0019
O  10.7749  4.7962  28.2607  0.0009  -0.0097  -0.0294
O  5.244  9.3194  20.0592  -0.0008  -0.0003  -0.0033
O  8.8929  -8.1902  15.4946  -0.0068  -0.0009  -0.0022
O  15.6197  6.8952  24.5644  -0.0068  0.0077  -0.0081
O  2.9113  2.8719  21.984  -0.0004  -0.0014  0.0003
O  6.738  7.3442  16.1976  0.0001  -0.002  0.003
O  4.7865  2.8282  9.7875  -0.025  -0.0173  -0.0052
O  11.6677  1.0116  16.0336  0.0015  -0.0024  -0.0002
O  3.1629  5.7373  22.7681  -0.0019  0.0007  0.0022
O  5.3632  4.5627  20.229  -0.0002  -0.0022  -0.0025
O  4.2661  0.2066  10.6519  -0.0044  -0.0116  0.0008
O  14.7745  -0.3351  24.8071  0.0048  -0.0064  0.0002
O  11.8376  9.4039  27.2849  -0.0114  0.0168  -0.0138
O  7.8755  -1.2568  21.5448  -0.0006  0  -0.0027
O  7.4345  2.9254  19.6275  -0.0016  0.0005  0.0036
O  4.1105  6.8781  19.6054  0.0025  -0.0024  0.0023
O  -2.1003  0.0313  15.5226  -0.0021  -0.0034  -0.0025
O  7.88  9.9457  24.1404  -0.0105  0.0077  0.0059
O  2.3663  -1.3808  11.8218  -0.0075  -0.0002  0.0058
O  11.6954  1.685  22.9157  -0.002  0.0023  -0.0012

Results
free energy: -155242.535 eV
free energy less fixed offsets of O -568.88, Si -635.61 eV per atom: -0.135 eV

The program warned: the cutoff lies below the one the program advises for these potential files; the exchange-correlation potential is rough where the density is thin.
